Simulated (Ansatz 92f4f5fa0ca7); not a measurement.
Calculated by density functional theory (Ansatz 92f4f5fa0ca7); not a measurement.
Periodic cell of 284 atoms, Si144O108H32, with a vacuum gap, from a study of silicon, its oxide and their interface. The atomic structure is a simulated model.

Settings: functional r2SCAN; potential files Ansatz PAW; basis plane waves; wave-function cutoff 800 eV; density cutoff ratio 5; exchange-correlation grid ratio 1; k mesh 1 x 1 x 1, shifted by 0.5 0.5 0 of a step; self-consistency stop 1e-11 eV per atom in the density residual; occupations fixed; spin none; net charge 0; applied field sawtooth along c, amplitude -0.015 V/angstrom in the program's sign convention, ramp centred at 0.9897 of c and 0.0206 of c wide, no dipole correction.

Cell vectors (angstrom)
a  10.88  0  0
b  0  10.88  0
c  0  0  48.5357

Atoms: element, x, y, z (angstrom)
Si  6.6495  -3.1552  35.2292
Si  9.3891  -0.5635  34.8474
Si  5.6996  3.3471  35.0001
Si  8.2985  -4.8731  35.0886
Si  3.421  -5.1279  32.907
Si  3.013  0.5333  34.8571
Si  12.1307  2.1895  34.9857
Si  3.949  -5.892  35.0445
Si  7.6768  -1.3788  36.283
Si  10.323  1.2227  36.1407
Si  7.4834  -6.7125  36.2767
Si  10.2077  -4.0156  36.1662
Si  2.0478  -1.3148  36.0116
Si  4.7784  1.4589  36.1241
Si  13.0501  3.9921  36.2055
Si  4.8651  -4.158  36.3326
Si  6.1911  0.0485  37.4282
Si  8.9338  2.6925  37.4235
Si  6.2024  -5.4407  37.7678
Si  8.9579  -2.7272  37.7008
Si  11.6576  -0.0557  37.5878
Si  14.3708  2.7039  37.6568
Si  11.6248  5.4355  37.4249
Si  3.4257  -2.6786  37.4267
Si  4.8336  -1.3417  38.81
Si  7.5503  1.3802  38.8141
Si  4.8258  4.0546  39.0139
Si  7.5843  -4.0717  39.0398
Si  10.3155  -1.3638  38.9825
Si  13.0044  1.3207  38.9527
Si  10.2833  4.0656  38.8213
Si  12.9759  -4.07  38.802
Si  6.1646  -2.6807  40.2665
Si  8.8834  0.0254  40.2088
Si  6.2337  2.688  40.2679
Si  8.9645  5.3969  40.2904
Si  11.6758  -2.7528  40.2536
Si  3.5128  -0.03  40.2704
Si  11.6254  2.7278  40.2423
Si  14.3159  5.4712  40.2254
Si  7.5566  -1.3247  41.6009
Si  10.233  1.3633  41.5716
Si  7.5635  4.0528  41.6281
Si  10.3261  -4.0867  41.6201
Si  2.1408  -1.4019  41.6099
Si  4.8838  1.3381  41.6249
Si  12.9975  4.1045  41.5982
Si  4.8012  -4.0831  41.5917
Si  2.7272  4.0681  6.9828
Si  5.4118  6.7716  6.9528
Si  2.6929  9.529  6.9138
Si  5.4649  1.4017  6.9033
Si  8.1147  4.0671  6.8621
Si  0.0332  6.8344  6.9027
Si  8.1907  -1.3304  6.964
Si  -0.0279  1.3173  6.9583
Si  1.3393  2.6667  8.2625
Si  4.09  5.4057  8.363
Si  1.3677  8.1806  8.3432
Si  4.0711  0.0495  8.1969
Si  6.8205  2.7318  8.3293
Si  9.4883  5.4484  8.1361
Si  6.7868  8.1788  8.2096
Si  9.5257  0.0046  8.4003
Si  2.7314  1.345  9.6196
Si  5.4883  4.0828  9.7415
Si  2.7243  6.78  9.6936
Si  5.4201  -1.3222  9.5015
Si  8.1517  1.3798  9.7662
Si  -0.1186  4.0239  9.4638
Si  8.1865  6.8375  9.4907
Si  0.0298  9.5384  9.7759
Si  4.1441  2.6147  11.0224
Si  6.9128  5.5615  10.9607
Si  4.1688  8.1972  10.926
Si  6.7619  -0.0851  10.9841
Si  -1.3586  2.8061  11.0891
Si  1.143  5.4079  10.7951
Si  9.4518  8.1371  10.999
Si  1.456  0.0138  11.0992
Si  1.8118  3.8672  12.4153
Si  -0.4675  5.6125  15.9076
Si  3.0085  -1.3054  12.4122
Si  5.1614  0.9709  12.3126
Si  0.4458  1.8379  12.2749
Si  -0.526  6.3313  12.1465
Si  7.7185  -1.7972  12.2575
Si  -2.2694  4.6616  12.3036
Si  2.1247  -6.5743  24.873
Si  6.0249  7.3912  12.1514
Si  7.736  4.6506  14.5326
Si  10.5068  0.5261  25.4265
Si  6.9004  5.0012  20.2073
Si  0.5291  5.464  22.7375
Si  7.3812  -1.7002  30.4553
Si  9.1242  -3.8705  23.7786
Si  9.1919  3.7838  21.5747
Si  9.0541  3.7423  18.8332
Si  6.3388  2.0133  32.3554
Si  5.1824  -0.9167  28.7018
Si  11.5668  -3.9078  32.1322
Si  8.7535  0.127  32.6574
Si  4.1427  -4.432  25.4429
Si  5.4902  6.8111  14.3314
Si  9.388  -2.5292  20.8663
Si  3.8795  -3.6467  28.3905
Si  0.1988  -2.2822  34.8121
Si  4.0067  -6.1198  30.1767
Si  8.3836  -0.8734  14.357
Si  8.3306  -6.117  27.5272
Si  3.7686  0.2459  32.6281
Si  0.9129  0.4944  18.4358
Si  5.3054  -2.5713  32.4773
Si  -0.3623  2.6612  16.7135
Si  5.0106  0.3875  17.0329
Si  9.152  -3.1218  28.2265
Si  0.8434  6.1887  14.0488
Si  3.9443  2.4695  23.5885
Si  4.359  -1.8929  20.9023
Si  -0.3943  -0.4522  21.0804
Si  6.8475  -5.8006  24.896
Si  2.3488  6.5042  20.5531
Si  12.4004  2.9289  29.5505
Si  0.0644  0.7683  14.3074
Si  10.6902  2.5457  32.2073
Si  10.8944  3.2692  26.9121
Si  6.6313  1.7776  14.8873
Si  2.1375  -0.6382  16.0437
Si  4.3073  -1.7392  23.8579
Si  7.0243  3.9607  30.1432
Si  9.0018  -5.7143  32.1235
Si  8.729  1.2861  23.0105
Si  -0.113  6.3316  18.7654
Si  6.8212  8.0343  19.4649
Si  1.8974  0.0823  23.2516
Si  6.2033  2.0991  24.1543
Si  4.0919  3.8406  20.8933
Si  3.7532  0.8852  19.7466
Si  12.0771  -2.5563  29.341
Si  6.8153  -2.19  16.5099
Si  8.875  -1.8534  26.2456
Si  6.1195  -0.1977  25.8961
Si  2.5666  7.858  14.1981
Si  2.4488  0.1087  29.9704
O  3.3855  3.4942  12.2108
O  4.9198  -2.1699  22.4117
O  3.8494  6.8217  14.3561
O  0.1399  4.1347  16.2864
O  2.4055  -2.9876  28.3542
O  6.2952  -2.6018  33.7334
O  11.6188  2.9091  30.9515
O  11.6781  2.6059  33.472
O  6.5361  -0.6298  29.5569
O  4.2376  -3.7685  32.5522
O  9.2828  0.3604  21.8197
O  7.429  -1.1115  26.1244
O  1.6071  4.7083  13.8082
O  3.6818  2.3913  20.3149
O  1.3453  4.2718  23.4545
O  3.9026  -4.5947  29.6836
O  8.8226  5.4048  15.5116
O  7.6223  0.5224  14.6706
O  7.1061  1.3224  23.0226
O  1.4688  6.4971  21.921
O  4.0765  3.6709  22.4944
O  7.3667  0.9235  32.9547
O  9.2272  2.8983  20.2101
O  7.9218  -4.9021  24.0902
O  5.9951  -0.8716  16.9117
O  3.9098  -0.3537  29.4911
O  9.5422  3.6664  32.3782
O  5.8895  7.8072  15.5417
O  9.4669  3.9738  26.7099
O  3.9765  -0.3071  20.8391
O  6.2014  3.2086  33.4318
O  3.5414  0.0304  16.4625
O  5.3703  -5.1888  24.7423
O  1.0592  -0.6233  17.2627
O  7.8136  -5.7911  31.0186
O  4.1314  -0.1713  12.9355
O  -0.9082  -0.5444  14.182
O  6.2823  -2.6385  31.1936
O  11.9959  4.0793  26.0829
O  2.5223  0.3448  31.579
O  8.1627  -1.8196  15.6721
O  10.5518  -4.6375  23.8681
O  1.4297  6.5049  19.2172
O  6.831  3.5888  24.2995
O  12.6931  -4.8726  32.79
O  -0.322  6.6412  17.1778
O  -0.962  7.2782  19.7591
O  0.6568  1.9314  17.7337
O  6.6262  6.5724  20.1178
O  6.9675  2.57  30.9741
O  11.3115  3.3748  28.4593
O  4.2048  -4.4858  27.0542
O  1.5185  0.2293  14.8154
O  4.1686  -2.9211  24.9255
O  9.2531  0.7918  24.4454
O  12.1935  -0.9715  29.6111
O  5.6835  1.5838  16.1804
O  5.2414  -0.2318  27.2464
O  9.082  -2.7042  24.8798
O  8.387  -0.9739  31.5063
O  2.8936  1.346  23.0466
O  9.93  1.1117  32.0762
O  7.8399  4.674  21.4907
O  11.2507  -2.7475  33.2268
O  9.0448  7.6305  22.2868
O  -0.5946  1.7449  15.4202
O  6.2792  5.4047  14.6298
O  5.5581  4.1593  20.3466
O  12.1751  -3.287  30.7786
O  10.7076  -2.9212  28.6082
O  3.8436  -6.2197  31.7821
O  2.3146  0.5698  19.1614
O  7.9721  -2.0258  20.2407
O  7.1461  -5.8099  26.4825
O  7.4862  3.1338  15.0476
O  4.8726  1.3562  32.1618
O  -0.1895  0.0896  19.5483
O  0.9786  -0.2085  21.9411
O  9.1229  2.8137  17.5285
O  5.2666  -0.6617  24.5889
O  2.3788  -2.1671  15.5858
O  7.1585  7.915  17.885
O  8.3766  -5.1273  33.4744
O  5.4896  -6.5917  29.7729
O  3.183  5.1144  20.4883
O  5.0192  -2.5134  28.5147
O  5.7198  1.8641  13.5581
O  8.8933  -4.7114  28.074
O  4.8721  0.8275  18.5802
O  3.2587  3.1516  24.9042
O  8.2556  -2.6118  29.47
O  -0.6077  4.8011  18.8913
O  2.8199  -1.1964  23.5638
O  10.0921  -0.7666  26.304
O  10.7894  1.7409  26.4345
O  3.1959  7.8878  20.5923
O  12.9374  1.457  29.2002
O  10.2392  -4.7446  31.7142
O  5.4392  -2.071  19.7219
O  7.6412  4.5177  18.8501
O  9.2745  2.7997  22.8314
O  6.4564  1.3515  25.5839
O  2.7612  -5.1045  24.9855
O  4.4592  -1.2055  32.4699
O  7.8214  3.8279  28.7456
O  -0.4404  4.7888  21.6502
O  11.8301  0.3105  24.5356
O  2.8027  3.9114  29.5212
H  8.3889  -2.1359  42.5333
H  6.7237  -0.5142  42.5333
H  9.4074  2.1813  42.504
H  11.0506  0.5374  42.504
H  6.7435  4.8764  42.5606
H  8.3754  3.2212  42.5606
H  9.5126  -3.2567  42.5525
H  11.1544  -4.9019  42.5525
H  1.3084  -0.5908  42.5423
H  2.9475  -2.2385  42.5423
H  5.6976  0.5084  42.5574
H  4.0759  2.1735  42.5574
H  12.1877  4.9381  42.5307
H  13.833  3.2966  42.5307
H  5.6303  -4.8975  42.5241
H  3.9708  -3.27  42.5241
H  3.5601  3.2576  6.0504
H  1.9134  4.8978  6.0504
H  4.5998  7.6032  6.0203
H  6.2374  5.9537  6.0203
H  3.5128  8.7053  5.9814
H  1.8638  10.3434  5.9814
H  6.2785  0.5717  5.9709
H  4.6327  2.2129  5.9709
H  7.2971  4.893  5.9297
H  8.9472  3.2561  5.9297
H  0.8412  5.999  5.9703
H  -0.8022  7.6424  5.9703
H  9.0005  -2.1641  6.0316
H  7.3623  -0.5152  6.0316
H  0.8026  0.5042  6.0259
H  -0.8346  2.1539  6.0259

Results
free energy: -154212.426 eV
free energy less fixed offsets of H -15.71, O -570.45, Si -639.56 eV per atom: -4.466 eV

Forces (eV/angstrom), in the order of the atoms: element, x, y, z
Si  -0.0182  0.0236  -0.0212
Si  -0.0111  0.0067  0.0021
Si  0.0097  -0.0117  -0.0141
Si  0.013  -0.0064  -0.01
Si  -0.0105  0.0026  -0.0327
Si  0.0111  -0.0096  0.0149
Si  -0.0199  0.0139  -0.0086
Si  -0.0059  0.0064  -0.0004
Si  0.0209  -0.0075  -0.0112
Si  0.0005  -0.0267  -0.008
Si  -0.0262  0.0052  -0.0057
Si  -0.0033  0.0204  -0.0095
Si  -0.0216  0.0048  -0.0097
Si  -0.0005  0.0298  -0.0071
Si  0.0245  0.0037  -0.0095
Si  0.0058  -0.0221  -0.013
Si  -0.0107  -0.0144  0.0107
Si  0.0028  0.0136  0.0132
Si  0.0107  0.0125  0.0006
Si  -0.0135  -0.0139  -0.0029
Si  0.012  0.0121  0.0003
Si  -0.012  -0.0169  0.0015
Si  -0.0075  -0.0072  0.0106
Si  0.0101  0.0137  0.0124
Si  0.0067  -0.0085  0.0362
Si  -0.0037  0.0059  0.0348
Si  0.0191  0.0067  0.0077
Si  0.0002  0.0005  -0.0007
Si  -0.0145  -0.0105  0.01
Si  -0.0035  0.0051  0.0069
Si  0.0089  -0.0029  0.0341
Si  0.0008  0.0059  0.0314
Si  0.0094  -0.0062  0.1442
Si  0.0521  -0.0565  0.2075
Si  -0.0263  0.0151  0.2072
Si  -0.0173  0.0266  0.1665
Si  -0.016  0.0087  0.211
Si  -0.0158  0.0254  0.1639
Si  0.021  -0.0187  0.1473
Si  0.0026  -0.0051  0.2078
Si  -0.1623  -0.051  0.2747
Si  0.1257  0.1292  0.333
Si  0.1707  0.0281  0.3692
Si  -0.0457  -0.1755  0.3554
Si  0.1083  0.0326  0.3481
Si  -0.1092  -0.1023  0.298
Si  -0.1602  -0.0624  0.2399
Si  0.0554  0.2091  0.2978
Si  -0.0255  -0.1177  -0.2862
Si  0.0378  0.0781  -0.3823
Si  0.0627  0.0701  -0.2561
Si  -0.0362  -0.0312  -0.2721
Si  0.0637  0.1285  -0.4128
Si  -0.0525  -0.1158  -0.2996
Si  -0.1153  -0.0071  -0.3726
Si  0.0754  0.0145  -0.3875
Si  0.0074  0.0098  -0.1419
Si  -0.014  0.0041  -0.1767
Si  0.0253  -0.0041  -0.1995
Si  -0.0054  -0.0284  -0.1783
Si  0.0146  -0.022  -0.2031
Si  0.0185  -0.0053  -0.1798
Si  -0.0228  0.0186  -0.1493
Si  -0.0152  0.0231  -0.1706
Si  -0.0168  -0.0027  -0.0252
Si  0.0012  0.0224  -0.043
Si  -0.0094  -0.0076  -0.0294
Si  0.0225  0.005  -0.0007
Si  0.0077  0.001  -0.0452
Si  -0.0152  0.0193  0.0067
Si  -0.0042  -0.013  0.0007
Si  0.004  0.0079  -0.0444
Si  -0.0348  -0.014  -0.0016
Si  0.0285  0.0336  -0.0082
Si  0.0197  0.0228  -0.0083
Si  -0.0292  -0.0269  0.0053
Si  0.0326  0.0246  -0.0096
Si  -0.0264  -0.0323  0.0006
Si  -0.0276  -0.0331  -0.0125
Si  0.013  0.0157  -0.0114
Si  -0.0031  0.0177  -0.0152
Si  -0.0023  -0.0051  -0.0637
Si  -0.0042  -0.0088  0.0006
Si  0.0309  -0.0109  -0.0344
Si  -0.0073  -0.003  0.01
Si  0.0193  -0.0059  0.0047
Si  0.0007  0.0217  0.0071
Si  0.0003  -0.01  0.0115
Si  0.0042  -0.0049  -0.0535
Si  -0.0103  0.0003  0.014
Si  -0.0015  0.0021  -0.0447
Si  -0.0053  -0.0049  -0.0523
Si  0.002  0.0155  -0.0488
Si  -0.0096  0.0077  -0.0585
Si  0.0027  -0.0007  -0.0464
Si  0.008  -0.0059  -0.0741
Si  -0.0052  -0.0067  -0.0583
Si  0.0057  -0.0036  -0.071
Si  0.0064  -0.0021  -0.0311
Si  -0.0011  -0.0114  -0.0538
Si  0.0069  -0.0023  -0.0417
Si  -0.012  0.0063  -0.0364
Si  -0.0074  0.0047  -0.065
Si  0.0281  -0.0069  -0.0429
Si  -0.0019  0.0025  -0.0531
Si  0.0052  -0.0025  -0.0484
Si  0.0126  -0.014  -0.0139
Si  0.004  0.0098  -0.0047
Si  0.0044  -0.0017  -0.0479
Si  -0.005  0.0029  -0.0531
Si  0.0074  -0.0138  -0.0432
Si  0.0039  0.0042  -0.0734
Si  0.0029  0.0039  -0.0403
Si  0.0044  0.0071  -0.0709
Si  0.0119  0.0025  -0.0665
Si  -0.0045  -0.008  -0.04
Si  0.0046  -0.0022  -0.012
Si  -0.0021  0.0061  -0.0434
Si  0.0011  0.0089  -0.0599
Si  0.0004  -0.0013  -0.0507
Si  0.0058  0.0019  -0.06
Si  -0.0028  -0.001  -0.0609
Si  -0.008  0.0088  -0.0558
Si  -0.0074  0.0045  -0.0496
Si  -0.0099  0.0087  -0.0519
Si  0.0072  -0.0054  -0.0539
Si  0.0115  0.0054  -0.0451
Si  -0.0056  -0.0121  -0.061
Si  -0.0031  -0.0092  -0.0683
Si  0.0036  0.0032  -0.0558
Si  0.0106  -0.0041  -0.0467
Si  0.004  0.0065  -0.0613
Si  -0.009  -0.0082  -0.0829
Si  0.0039  -0.0041  -0.0626
Si  0.0005  -0.0048  -0.0499
Si  -0.0031  0.0024  -0.0394
Si  0.0049  -0.0008  -0.0246
Si  0.0044  -0.0067  -0.0613
Si  -0.002  -0.0195  -0.0493
Si  0.0003  -0.0037  -0.0738
Si  0.002  0.0028  -0.042
Si  0.0026  0.0087  -0.0544
Si  0.0031  -0.0119  -0.0306
Si  0.0029  -0.0082  -0.0359
O  0.0063  -0.0007  0.0062
O  -0.0032  -0.0039  0.0427
O  0.0113  0.0031  0.0115
O  -0.0054  -0.0162  0.0284
O  -0.0062  0.0052  0.015
O  0.0018  -0.0088  0.0297
O  -0.0163  -0.0027  0.0339
O  0.0122  -0.0004  0.0361
O  0.01  0.0014  0.0295
O  0.001  -0.0001  0.0145
O  -0.0143  0.0101  0.0289
O  0.001  -0.002  0.0204
O  0.0027  0.0023  0.0237
O  -0.0009  0.0199  0.0256
O  0.0145  -0.0069  0.0339
O  -0.0013  -0.0167  0.0287
O  0.014  0.004  0.0331
O  -0.0054  0.009  0.0215
O  -0.0144  0.0051  0.015
O  -0.0142  -0.0076  0.0272
O  0  -0.0166  0.0594
O  -0.0056  0.0007  0.0141
O  -0.0017  -0.0042  0.0391
O  -0.0134  -0.0092  0.0148
O  -0.0082  0.005  0.0251
O  -0.0099  0.0004  0.022
O  0.0024  -0.002  0.0133
O  0.0135  0.016  0.0369
O  -0.0082  0.0039  0.0177
O  0.0062  -0.0104  0.0342
O  -0.0055  -0.0003  0.0301
O  0.0085  0.0067  0.0267
O  -0.0049  0.0066  0.0166
O  -0.012  0.0076  0.043
O  0.0065  0.0093  0.0193
O  -0.0129  -0.0072  -0.0087
O  0.0061  -0.0017  0.0194
O  -0.0174  -0.0019  0.023
O  -0.0174  -0.003  0.03
O  0.0136  0.004  0.0498
O  -0.0118  -0.0057  0.0386
O  -0.0085  0.0094  0.0251
O  0.0153  0.0066  0.0394
O  -0.0008  0.0073  0.0191
O  0.001  -0.0073  0.0203
O  -0.0028  0.0119  0.0628
O  -0.0072  0.0169  0.0342
O  0.0027  -0.0168  0.0335
O  -0.0008  -0.0044  0.0227
O  0.0008  -0.01  0.0248
O  0.018  -0.0033  0.0389
O  -0.0048  0.0091  0.0377
O  0.0119  -0.0094  0.0343
O  0.0025  -0.0114  0.0255
O  0.0059  -0.0054  0.0353
O  0.0047  -0.0039  0.0138
O  -0.0119  -0.0123  0.0375
O  -0.0097  -0.0116  0.0419
O  -0.0038  0.0087  0.041
O  0.0132  0.0121  0.0282
O  0.0054  0.0083  0.0115
O  -0.0039  -0.0037  0.0198
O  0.0096  -0.0067  0.0245
O  -0.0022  0.0117  0.0312
O  -0.0046  -0.0201  0.0453
O  -0.0032  0.0154  0.0425
O  -0.0019  0.0011  0.0188
O  -0.0096  -0.0043  0.0196
O  -0.0071  -0.0086  0.0354
O  0.0127  0.0076  0.0241
O  -0.0019  0.0045  0.0494
O  0.011  -0.0026  0.0318
O  0.0166  0.0046  0.0206
O  0.0149  -0.0011  0.0344
O  -0.0038  -0.0123  0.0244
O  -0.0015  0.0013  0.018
O  -0.0185  -0.0138  0.0485
O  0.0189  0.0044  0.0334
O  -0.0117  0.0032  0.0383
O  0.0122  0.0094  0.0334
O  -0.0006  0.0209  0.0299
O  0.0013  -0.0046  0.059
O  -0.0037  -0.0003  0.0473
O  -0.0013  -0.0013  0.0138
O  -0.0015  -0.0075  0.018
O  0.0043  0.0008  0.0198
O  0.0037  0.011  0.032
O  0.0023  0.0014  0.0214
O  -0.0148  0.0025  0.0503
O  -0.009  0.0101  0.019
O  -0.0115  0.0041  0.0371
O  -0.0077  0  0.0224
O  0.0003  -0.0008  0.0274
O  -0.0057  -0.0071  0.0215
O  0.004  0.0046  0.025
O  -0.0007  0.004  0.0165
O  0.0067  -0.0017  0.0179
O  -0.0028  0.001  0.0235
O  -0.0134  0.0041  0.0256
O  -0.0097  0.0075  0.0296
O  -0.0054  -0.0126  0.035
O  -0.0013  -0.0118  0.0265
O  0.0057  0.003  0.0248
O  0.0023  0.0024  0.0207
O  -0.0089  -0.0015  0.036
O  0.0061  0.0091  0.0293
O  -0.0167  0  0.0318
O  0.006  -0.0031  0.015
H  -0.2229  0.1984  -0.3191
H  0.4605  -0.3433  -0.2247
H  0.3917  -0.3633  -0.247
H  -0.2218  0.1899  -0.2933
H  0.2397  -0.227  -0.293
H  -0.3843  0.3797  -0.1884
H  0.1929  -0.2417  -0.2927
H  -0.3617  0.4012  -0.2005
H  0.2109  -0.1893  -0.288
H  -0.3673  0.4276  -0.2022
H  -0.4139  0.3861  -0.2179
H  0.2101  -0.2224  -0.286
H  0.3163  -0.4339  -0.2329
H  -0.2029  0.2226  -0.3177
H  -0.2444  0.2122  -0.3192
H  0.3923  -0.3949  -0.2178
H  -0.3199  0.3367  0.2674
H  0.2934  -0.2458  0.3106
H  0.1553  -0.3832  0.2718
H  -0.3829  0.276  0.2869
H  -0.3008  0.2263  0.2733
H  0.2816  -0.407  0.2413
H  -0.2232  0.3275  0.2676
H  0.4443  -0.1944  0.2302
H  0.1905  -0.481  0.2178
H  -0.3255  0.179  0.2602
H  -0.1511  0.4103  0.238
H  0.401  -0.2092  0.248
H  -0.1954  0.4039  0.2877
H  0.4222  -0.1607  0.2641
H  -0.4795  0.2156  0.2519
H  0.19  -0.3047  0.3104

The program warned: the cutoff lies below the one the program advises for these potential files; the forces do not sum to zero within the program's tolerance; empty levels may hold ghost states of the PAW files; the exchange-correlation potential is rough where the density is thin.
